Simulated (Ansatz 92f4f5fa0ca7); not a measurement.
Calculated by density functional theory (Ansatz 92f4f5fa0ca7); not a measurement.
Periodic cell of 189 atoms, Si117O72, from a study of silicon, its oxide and their interface. The atomic structure is a simulated model.

Settings: functional PBE; potential files Ansatz PAW; basis plane waves; wave-function cutoff 700 eV; density cutoff ratio 5; exchange-correlation grid ratio 2; k mesh 2 x 2 x 1, shifted by 0.5 0.5 0.5 of a step; self-consistency stop 5e-08 eV per atom in the density residual; occupations Fermi-Dirac, 0.05 eV; spin none; net charge 0.

Cell vectors (angstrom)
a  11.5983  0  0
b  0  11.5983  0
c  4.0144  -0.8088  26.3086

Atoms and the computed forces on them: element, x, y, z (angstrom), force x, y, z (eV/angstrom)
Si  -2.3748  -2.3215  0.0335  0.0661  -0.0758  0.0314
Si  -2.504  2.7786  0.0272  -0.0193  0.1957  -0.0066
Si  -2.3877  6.0221  0.2527  0.0357  0.0094  -0.0381
Si  1.7317  -2.4752  -0.0182  0.132  -0.2064  -0.2953
Si  1.4802  2.9585  -0.1766  -0.0421  0.0689  -0.058
Si  1.5411  6.0661  0.5008  -0.1047  0.0291  -0.4501
Si  5.5793  -1.8083  0.5135  0.0333  0.2259  -0.415
Si  5.2834  2.5121  0.0548  0.0389  0.2107  0.1868
Si  5.3125  5.6742  0.2521  -0.0358  -0.0719  -0.1187
Si  -0.3185  -1.8426  1.2087  0.0081  -0.1578  -0.1891
Si  -0.4562  2.3251  1.2077  0.1204  0.0837  -0.1625
Si  -0.4861  6.0281  1.6386  0.0671  -0.035  -0.165
Si  3.4723  -1.9792  1.5373  -0.005  0.0305  -0.1364
Si  3.2991  2.1623  1.2963  0.1555  0.1008  -0.09
Si  3.4795  5.9729  1.7274  0.2773  0.0348  -0.2209
Si  7.5449  -1.7953  1.6842  0.0231  -0.0766  -0.1777
Si  7.26  2.2458  1.4428  -0.1975  0.0289  -0.1952
Si  7.2894  6.0282  1.5714  -0.3356  -0.0323  -0.2345
Si  -0.3742  0.2259  2.5456  -0.0322  0.0187  -0.2617
Si  -0.4542  4.0372  2.8676  0.0069  0.0023  0.1084
Si  -0.3986  8.0098  2.8658  -0.0204  0.0615  0.0229
Si  3.3842  0.1386  2.6739  0.0904  0.1418  -0.0831
Si  3.4082  3.9714  2.8955  -0.0123  -0.1778  0.1317
Si  3.5029  7.8735  3.0437  0.03  -0.0082  0.1893
Si  7.4036  0.2556  2.8032  0.0341  0.2208  0.0076
Si  7.2664  4.0889  2.9223  -0.0676  -0.1064  0.0885
Si  7.3432  7.9042  2.9885  -0.0021  -0.0579  0.1591
Si  -2.2362  0.2257  4.0971  -0.0828  0.0295  0.0594
Si  9.2288  4.0498  4.26  0.0083  -0.0382  -0.0642
Si  9.2993  7.9424  4.2838  0.0608  0.0273  0.0448
Si  1.4819  0.182  4.0826  0.0287  -0.0431  0.0196
Si  1.479  4.0506  4.2491  -0.0011  -0.0833  -0.0737
Si  1.507  7.9106  4.2676  -0.0526  0.0423  0.0199
Si  5.369  0.1907  4.0907  -0.0245  -0.0635  -0.109
Si  5.3353  4.0452  4.2852  0.0381  -0.0034  -0.1572
Si  5.4302  7.9187  4.3435  -0.0357  0.0806  -0.0028
Si  9.2883  9.928  5.5705  -0.0545  0.0631  0.0008
Si  9.279  2.0808  5.5657  0.0748  -0.0016  -0.0076
Si  9.2768  5.994  5.6177  0.0433  -0.0489  -0.0234
Si  1.5121  9.8742  5.5641  -0.0453  -0.0206  -0.027
Si  1.5031  2.0781  5.5299  -0.0393  0.0722  -0.1051
Si  1.4944  5.9902  5.6224  -0.0097  0.029  0.0199
Si  5.3938  9.8998  5.5885  0.0123  -0.0972  0.0098
Si  5.3646  2.066  5.5438  0.0654  0.0503  0.0003
Si  5.3732  5.9873  5.6514  -0.0303  0.0156  0.0942
Si  -0.3961  9.8826  6.9744  0.0168  -0.0644  0.0383
Si  -0.388  2.0929  6.931  0.0401  0.0247  -0.0204
Si  -0.4154  5.9867  7.0017  -0.0355  -0.0353  0.054
Si  3.4461  9.8389  6.9545  0.0147  0.0282  0.0335
Si  3.4301  2.0887  6.8998  -0.0158  0.0251  0.0056
Si  3.4286  6.0222  6.9915  0.03  0.0128  0.0417
Si  7.3382  9.893  6.9515  -0.022  0.0803  0.0026
Si  7.31  2.0678  6.8922  -0.0599  -0.0333  -0.0615
Si  7.3331  6.0148  6.9691  0.0341  -0.0359  0.0225
Si  -0.3043  0.2114  8.3419  -0.1098  0.0398  0.0649
Si  -0.3911  4.0154  8.2959  0.0238  0.0844  0.051
Si  -0.4822  7.9327  8.3634  0.1332  -0.0014  -0.0533
Si  3.4473  0.1802  8.2831  0.011  0.0196  -0.0052
Si  3.4375  4.0398  8.2522  -0.0272  -0.0904  0.0094
Si  3.4266  7.931  8.4231  -0.0417  0.0106  0.0977
Si  7.2492  0.2051  8.332  0.061  -0.1054  0.0694
Si  7.3091  4.0213  8.217  0.0818  0.0762  0.039
Si  7.3928  7.9547  8.3586  -0.1591  -0.0137  -0.054
Si  9.2692  0.2017  9.5301  0.0154  -0.0416  -0.2551
Si  9.2264  4.0653  9.582  -0.0675  0.0042  -0.2369
Si  9.2621  7.9313  9.863  -0.0188  -0.0357  0.1791
Si  1.6478  0.1669  9.7748  0.0586  -0.0419  0.0351
Si  1.5466  4.0007  9.6605  0.0234  0.0253  -0.1799
Si  1.3912  7.9103  9.7742  -0.0304  -0.0216  -0.0263
Si  5.2802  0.2231  9.7407  -0.0492  -0.0577  0.0801
Si  5.3848  4.0248  9.5796  0.0143  0.0491  -0.2143
Si  5.4691  7.9735  9.7218  0.0903  0.0408  0.0059
Si  9.3024  10.0532  11.0481  0.0288  0.1485  0.1238
Si  9.2314  2.1128  10.8272  0.1302  -0.0346  0.2882
Si  9.2  5.8181  11.1524  0.0282  -0.0436  0.1682
Si  1.4998  9.8291  11.1863  -0.0885  0.0047  0.2032
Si  1.7135  2.149  11.113  0.1963  0.1946  0.3114
Si  1.3899  5.8798  11.0666  -0.1706  -0.1171  0.2075
Si  5.3718  9.9009  11.1521  -0.0141  0.0006  0.133
Si  5.3331  2.2199  11.0777  -0.1999  0.1491  0.1478
Si  5.4433  5.9259  10.9388  0.0963  -0.0422  0.1716
Si  -0.448  10.5394  12.4987  0.0989  0.1322  0.2811
Si  -0.3942  2.0238  12.0687  -0.1209  -0.0016  0.376
Si  -0.5076  5.0825  12.4518  0.0821  -0.0377  0.355
Si  3.4452  9.2041  12.4587  0.0144  -0.203  0.1437
Si  3.5956  2.9285  12.6464  0.0621  -0.1897  0.0931
Si  3.451  6.0204  12.1503  0.0278  0.1023  0.328
Si  7.3836  10.5435  12.3228  -0.0804  0.1858  -0.1135
Si  7.3521  2.165  12.2339  -0.0313  -0.0627  0.1418
Si  7.2309  5.4017  12.4808  -0.0476  -0.1901  -0.0497
Si  7.6542  -3.6325  14.3182  0.0079  0.046  -0.0598
Si  9.5411  7.0251  24.4159  -0.1274  -0.0659  0.0719
Si  2.2089  3.7777  17.459  0.0021  0.1484  -0.0516
Si  9.0796  6.2865  17.6659  -0.0048  0.1151  0.1797
Si  2.9391  10.3435  15.3617  -0.1433  -0.0722  0.31
Si  8.082  5.6204  20.4228  -0.0335  0.0674  -0.051
Si  0.9465  10.9925  24.3531  0.1307  -0.0118  0.1309
Si  5.8101  7.555  21.4787  -0.0394  0.0147  -0.0842
Si  14.3015  0.2509  21.9091  0.1066  -0.1099  -0.2376
Si  7.1556  8.4292  17.2044  -0.0132  -0.0803  0.3118
Si  4.9116  2.2515  23.1068  -0.0714  0.1014  -0.2664
Si  4.6207  2.6456  18.272  0.008  0.0562  0.1184
Si  1.8328  5.0382  21.1282  -0.0537  0.0317  -0.1693
Si  7.2966  9.0169  23.6551  -0.028  -0.1568  -0.2482
Si  10.795  6.4443  21.7841  0.0761  0.0149  -0.2795
Si  12.045  8.5749  19.7743  -0.0788  -0.0515  0.0562
Si  3.5254  1.8463  15.6486  -0.1995  0.1095  0.2486
Si  15.9992  5.0802  22.3225  0.101  0.0223  -0.2196
Si  11.5453  9.2838  15.4158  0.0321  -0.0215  0.1413
Si  9.4436  11.0488  24.5688  -0.1419  -0.0696  0.0134
Si  10.4177  6.6133  15.1601  0.0376  0.0248  0.1998
Si  9.9269  9.1843  17.9456  0.0662  -0.037  0.0699
Si  2.1949  2.2286  19.8634  -0.055  0.0586  0.0416
Si  3.3902  9.3888  20.4079  0.066  0.0383  -0.0572
Si  15.7594  -2.8918  17.6761  -0.0188  -0.042  0.1911
Si  2.0843  6.5293  18.3079  0.1008  -0.0037  0.0532
Si  6.0885  3.378  20.6542  -0.0011  0.1143  0.017
O  1.2857  12.389  25.1654  0.051  0.1386  -0.0599
O  8.1982  7.6643  23.7691  0.0432  -0.0136  0.0573
O  1.4362  9.6408  25.1684  0.0061  -0.0948  -0.1003
O  -2.448  4.4324  -0.5031  0.0113  0.0089  0.3313
O  1.7447  0.9107  20.724  0.0468  -0.0111  0.085
O  2.1042  3.4503  20.937  0.0335  -0.0191  0.0269
O  1.7468  11.0738  22.9516  -0.1418  -0.039  0.194
O  2.2302  5.8801  19.7951  -0.009  -0.025  -0.0105
O  1.5898  7.4831  -0.4274  0.0417  0.2726  0.4128
O  10.7557  6.8674  23.3505  0.0026  0.0423  0.1044
O  15.1905  1.3957  22.6558  0.0509  0.0464  0.1077
O  5.1706  1.8517  -1.4817  0.0693  0.0459  0.1388
O  6.9186  6.8141  20.4717  0.0066  -0.0329  0.0999
O  5.1263  6.4247  -1.2052  0.091  0.0415  0.1163
O  10.9539  10.8419  23.9872  -0.029  -0.0133  -0.013
O  3.0069  11.9136  15.7671  0.0783  0.0246  -0.1209
O  5.3262  6.41  22.5661  -0.0134  -0.0517  0.0694
O  11.0093  5.7597  13.9427  0.0349  -0.0784  -0.1754
O  -0.4952  3.4611  12.9396  0.0962  0.3588  -0.4894
O  3.7491  4.025  18.0246  0.0205  -0.1565  -0.0691
O  15.067  7.2151  17.7582  -0.0588  0.0099  -0.0456
O  3.3608  10.1564  13.8061  0.0723  -0.1554  -0.1251
O  4.451  8.171  20.7647  0.0118  -0.0432  0.0734
O  3.9071  2.1394  14.0892  -0.0093  0.2155  -0.3172
O  11.0482  9.7044  13.9213  -0.0188  0.1685  -0.2144
O  3.5268  4.5719  13.0601  -0.0348  -0.2982  -0.365
O  7.6053  9.2221  13.2892  -0.045  -0.1104  0.32
O  7.3137  3.7545  13.005  -0.0107  0.0462  -0.3343
O  5.7542  8.6032  17.9825  0.0814  0.0265  -0.1276
O  8.287  9.4409  17.8948  -0.0329  -0.055  -0.0963
O  9.1875  7.5858  14.7064  -0.0873  0.0508  -0.0812
O  3.69  1.7849  19.3273  0.0473  0.0392  -0.0979
O  3.4932  7.5526  12.9286  -0.0763  0.2373  -0.4638
O  14.4406  5.5631  22.298  0.0443  -0.1  0.093
O  1.3909  2.8037  18.5328  0.0471  -0.0159  -0.0135
O  3.5648  9.7007  18.8188  -0.0267  0.0032  -0.0712
O  7.0288  6.5695  13.6846  0.0263  -0.1626  -0.0338
O  1.0034  7.7356  18.4738  -0.0241  -0.0081  -0.0325
O  8.8021  5.3539  18.9632  -0.0045  -0.0331  -0.052
O  10.0116  7.5562  18.0786  -0.0358  -0.0266  -0.0159
O  -0.4496  12.1777  12.9552  0.1256  -0.2379  -0.476
O  6.5038  8.8335  22.2332  0.0792  0.0649  0.2244
O  6.9002  -2.9708  15.6092  -0.0126  -0.0379  -0.1922
O  3.9403  9.4151  16.2405  -0.0099  0.051  -0.1532
O  11.6136  7.6532  15.5718  -0.0448  -0.0692  -0.0858
O  -2.3791  7.6331  -0.4629  -0.0746  -0.148  0.2435
O  5.9651  2.2227  21.823  -0.0494  -0.0148  0.0767
O  9.864  5.6283  16.3808  0.0572  0.102  -0.1651
O  1.595  5.296  17.3143  0.0208  -0.1155  0.0201
O  2.3416  2.9324  16.0614  0.0481  -0.0789  -0.0403
O  1.4209  9.8787  15.6804  0.0549  0.0216  -0.0737
O  15.3175  -0.8807  21.2858  -0.0877  0.097  0.0951
O  6.025  2.8704  19.0813  -0.0899  -0.0424  0.0048
O  2.1979  -1.6789  -1.4197  -0.2266  -0.1067  0.2083
O  7.364  12.1498  12.9584  -0.0605  0.0296  -0.3862
O  11.8785  5.2466  21.5576  -0.0378  0.0395  0.0415
O  7.6065  6.8572  17.2856  0.0102  0.0888  -0.0596
O  1.7775  9.0897  20.5914  -0.0557  0.0065  0.0125
O  9.3443  10.456  26.0908  0.0293  -0.0498  0.1186
O  7.4824  4.1788  20.8763  -0.0176  -0.0566  -0.0067
O  5.4624  13.2336  24.5234  0.0869  0.0299  0.4656
O  9.2841  5.971  21.4438  0.0084  -0.0042  0.0737
O  8.2921  10.3294  23.6332  0.1195  0.1316  0.1065
O  4.5666  3.8453  23.3805  -0.0568  0.0013  0.0595
O  11.2113  7.7005  20.8556  -0.0272  -0.0538  0.1087
O  16.4514  4.4475  20.862  0.0151  -0.0051  0.0765
O  10.0876  7.9988  25.5849  -0.0307  0.041  0.2117
O  5.3653  4.1233  -0.2819  -0.0351  -0.1906  0.2025
O  4.7531  1.9757  16.7725  -0.0013  0.0069  -0.1221
O  10.517  9.8309  16.5653  0.0005  -0.0286  -0.0796
O  10.9325  9.6673  19.1785  0.0282  -0.0646  -0.0886
O  1.6283  4.6185  -0.3332  -0.0707  -0.2873  0.0849

Results
free energy: -115333.594 eV
free energy less fixed offsets of O -569.03, Si -635.61 eV per atom: 2.936 eV
pressure: -1.09 GPa
stress xx, yy, zz, yz, xz, xy (GPa, positive in tension): 0.07, 2.86, 0.33, 0.01, -0.04, -0.1

The program warned: the cutoff lies below the one the program advises for these potential files.
